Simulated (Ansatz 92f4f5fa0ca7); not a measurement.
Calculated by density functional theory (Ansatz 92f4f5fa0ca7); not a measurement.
Periodic cell of 254 atoms, Si166O88, from a study of silicon, its oxide and their interface. The atomic structure is a simulated model.
Doubt: the cutoff is far below the 930 eV that the study's wrapper takes by default for these files, so forces and energies are approximate.

Settings
functional: PBE
potential files: Ansatz PAW
basis: plane waves
wave-function cutoff: 580 eV
density cutoff ratio: 5
exchange-correlation grid ratio: 1
k mesh: 1 x 1 x 1, Gamma-centred
self-consistency stop: 5e-08 eV per atom in the density residual
occupations: fixed
spin: none
net charge: 0

Cell vectors (angstrom)
a	10.938	0	0
b	0	10.938	0
c	0	0	36.8874

Atoms and the computed forces on them: element, x, y, z (angstrom), force x, y, z (eV/angstrom)
Si	0	0	0.683	-0.0041	0.0165	0.0109
Si	5.469	0	0.683	-0.0379	0.038	0.0206
Si	2.7345	2.7345	0.683	-0.022	0.029	-0.0002
Si	8.2035	2.7345	0.683	-0.043	0.0405	0
Si	0	5.469	0.683	-0.0406	0.0322	0.0107
Si	5.469	5.469	0.683	-0.0197	0.0152	0.0183
Si	2.7345	8.2035	0.683	-0.0201	0.03	-0.0048
Si	8.2035	8.2035	0.683	-0.0157	-0.0157	-0.0114
Si	1.3673	1.3673	2.0503	-0.0408	0.1052	0.0382
Si	6.8362	1.3673	2.0503	0.0138	0.0662	0.0673
Si	4.1018	4.1018	2.0503	-0.0813	0.0223	0.0457
Si	9.5708	4.1018	2.0503	-0.0976	0.0344	0.0251
Si	1.3673	6.8362	2.0503	-0.0138	0.0852	0.0582
Si	6.8362	6.8362	2.0503	0.0066	0.09	0.0382
Si	4.1018	9.5708	2.0503	-0.0655	-0.0145	0.0348
Si	9.5708	9.5708	2.0503	-0.1164	0.0353	0.051
Si	2.7345	0	34.8359	0.0681	-0.0509	0.0894
Si	8.2035	0	34.8359	0.0469	-0.0355	-0.0636
Si	0	2.7345	34.8359	-0.0031	-0.0534	-0.097
Si	5.469	2.7345	34.8359	0.0947	-0.0443	0.1099
Si	2.7345	5.469	34.8359	0.0653	-0.0276	-0.1021
Si	8.2035	5.469	34.8359	0.0324	-0.1405	0.062
Si	0	8.2035	34.8359	0.06	-0.0515	0.136
Si	5.469	8.2035	34.8359	0.0497	-0.0324	-0.1001
Si	4.1018	1.3673	36.2031	0.0348	-0.0312	0.0017
Si	9.5708	1.3673	36.2031	0.0027	0.0012	0.0103
Si	1.3673	4.1018	36.2031	0.0434	-0.0423	-0.0107
Si	6.8362	4.1018	36.2031	0.0238	-0.0384	0.0153
Si	4.1018	6.8362	36.2031	0.0324	-0.0403	0.0001
Si	9.5708	6.8362	36.2031	0.0416	-0.0092	-0.0064
Si	1.3673	9.5708	36.2031	0.0273	-0.031	0.0058
Si	6.8362	9.5708	36.2031	-0.0058	0.0016	0.0031
Si	-0.2564	0.3336	26.6106	0.2423	0.4226	-0.5361
Si	5.6771	-0.1924	26.9675	-0.0246	0.0326	-0.5739
Si	2.557	3.0407	26.6146	-0.2131	0.1561	0.1617
Si	8.4534	2.4723	26.9593	-0.0109	-0.0354	-0.5003
Si	0.7292	4.8208	26.4832	0.0937	-0.2512	0.122
Si	5.0432	5.8237	26.8587	0.1544	-0.3622	-0.0075
Si	3.4827	7.5588	26.6413	-0.283	0.3025	-0.0282
Si	7.3973	8.2317	26.2117	-0.1243	0.0991	-0.0626
Si	1.418	1.4239	27.9585	-0.1172	-0.1527	-0.026
Si	6.9576	1.2474	28.2519	-0.0004	0.1046	0.0821
Si	4.1204	4.0347	28.053	-0.0639	0.0811	0.0635
Si	9.8349	4.0722	27.9514	0.0431	0.045	0.0464
Si	1.5709	6.6615	27.7754	0.0464	0.0464	-0.0274
Si	6.7926	6.817	28.0249	0.0239	0.0193	-0.046
Si	4.1353	9.4027	28.0405	-0.0841	-0.0841	0.128
Si	9.6865	9.4692	27.7513	-0.0736	-0.0169	-0.1492
Si	2.7332	-0.0797	29.2906	-0.0527	0.1327	-0.0238
Si	8.3353	-0.2061	29.3964	0.1421	-0.0568	0.1257
Si	0.0784	2.7033	29.4418	0.1257	-0.0919	0.102
Si	5.5219	2.6844	29.414	-0.108	0.0474	-0.0041
Si	2.7573	5.4123	29.4172	0.1826	-0.0711	0.0236
Si	8.3366	5.4567	29.2479	-0.0288	0.0666	-0.089
Si	0.1067	8.1021	29.1344	0.0703	-0.1642	-0.057
Si	5.5055	8.1478	29.4743	-0.0449	0.0033	0.2268
Si	4.1071	1.2983	30.7167	0.0121	0.0077	-0.0594
Si	9.6264	1.2876	30.7382	0.0598	-0.0625	-0.0281
Si	1.4101	4.0747	30.8158	-0.0694	-0.0442	-0.1187
Si	6.9203	4.1136	30.6814	-0.0001	-0.0724	-0.0033
Si	4.1122	6.7818	30.7953	0.0568	0.0351	-0.1142
Si	9.66	6.8333	30.6439	-0.0625	-0.0486	-0.0988
Si	1.3531	9.4989	30.6516	0.1189	0.0904	-0.0762
Si	6.8863	9.5116	30.8006	0.0214	-0.0565	-0.0344
Si	0.0419	-0.0619	32.1	-0.0345	0.0292	-0.0507
Si	5.4955	-0.0256	32.1097	0.0167	0.0185	0.0005
Si	2.7777	2.6825	32.1232	-0.0446	0.002	-0.01
Si	8.2354	2.7007	32.0725	-0.0144	-0.0292	-0.0554
Si	0.0105	5.4679	32.0995	0.0257	-0.0642	0.0208
Si	5.5244	5.4277	32.109	0.0063	0.0906	-0.0542
Si	2.7294	8.1885	32.0932	0.0351	-0.0095	-0.0254
Si	8.2782	8.1483	32.0977	-0.0453	0.0289	0.0042
Si	1.3713	1.3463	33.4716	0.0448	-0.0085	-0.0043
Si	6.8434	1.371	33.465	-0.0526	0.0286	-0.0216
Si	4.1203	4.0893	33.4711	0.0569	-0.0741	-0.004
Si	9.5701	4.0953	33.4581	0.0081	0.0308	-0.0158
Si	1.3646	6.8361	33.4723	-0.0368	0.0426	0.0022
Si	6.8597	6.8299	33.4689	0.0045	-0.0286	-0.0131
Si	4.0973	9.5646	33.4656	-0.0158	0.0112	-0.0243
Si	9.5833	9.5567	33.4734	-0.0276	0.0309	-0.0018
Si	2.726	0.0054	3.4189	0.0224	-0.0055	0.0024
Si	8.1959	0.007	3.4311	0.0013	-0.0074	-0.0002
Si	-0.0165	2.7391	3.4203	-0.008	0.0293	0.0135
Si	5.4634	2.7422	3.4235	-0.017	0.0088	0.0043
Si	2.7291	5.4781	3.4228	-0.0132	0.0074	0.0332
Si	8.1969	5.4771	3.4291	0.0143	-0.0055	0.0061
Si	-0.0106	8.2127	3.4254	-0.001	0.0081	0.0056
Si	5.4745	8.2185	3.4214	0.0079	-0.0396	0.0121
Si	4.0875	1.3769	4.7865	-0.0322	0.0192	0.0448
Si	9.5369	1.3978	4.8043	0.0099	0.0192	0.062
Si	1.3096	4.1473	4.7823	0.0231	-0.0377	0.034
Si	6.7958	4.1398	4.8005	0.0239	-0.0034	0.0626
Si	4.0958	6.8639	4.7832	0.017	0.0478	0.0209
Si	9.5386	6.872	4.8049	-0.0296	-0.0098	0.0704
Si	1.311	9.6307	4.79	0.0001	-0.0493	0.0488
Si	6.7981	9.6154	4.8118	0.021	-0.0148	0.0763
Si	-0.0446	0.0637	6.215	-0.027	0.015	0.0635
Si	5.433	0.044	6.222	-0.0088	0.0053	0.0477
Si	2.6751	2.7493	6.0968	0.0129	0.0342	-0.0029
Si	8.1368	2.7548	6.1683	-0.0003	0.0413	-0.0057
Si	-0.0498	5.5116	6.1959	0.0029	0.0269	0.0425
Si	5.4365	5.5112	6.2002	-0.0242	-0.0072	0.0373
Si	2.7213	8.2752	6.096	-0.0483	-0.0224	-0.0152
Si	8.1695	8.2601	6.1799	-0.0403	-0.0097	-0.0438
Si	1.3413	1.4729	7.569	-0.0673	0.0281	-0.0403
Si	6.7817	1.4398	7.6202	0.0531	-0.011	0.0491
Si	4.0039	4.0888	7.4813	0.0058	-0.0264	-0.1617
Si	9.4593	4.1344	7.5497	-0.0378	0.0455	-0.0429
Si	1.3918	6.9321	7.4748	0.0083	0.0337	-0.1533
Si	6.778	6.9465	7.5762	-0.0063	0.0402	0.0412
Si	3.9769	9.6474	7.5563	-0.0792	0.0231	-0.0038
Si	9.488	9.6437	7.5858	-0.0618	0.0757	0.0584
Si	2.6732	0.1327	8.9986	0.0314	0.0149	0.2714
Si	8.1095	0.0657	9.0684	0.01	-0.0586	0.1403
Si	-0.0801	2.8159	8.9245	0.0554	0.052	0.213
Si	5.3066	2.7898	8.94	0.0016	-0.0811	0.184
Si	2.6817	5.4832	8.8059	-0.0899	0.0217	0.2304
Si	8.1257	5.5431	8.9412	-0.0445	-0.0094	0.2215
Si	0.0719	8.3344	8.8289	0.054	0.1375	0.2088
Si	5.3097	8.304	8.9351	0.0401	-0.0948	0.1328
Si	4.184	1.2858	10.4983	0.1184	-0.0903	0.0546
Si	9.7709	1.2507	10.3557	0.0085	-0.1077	0.2318
Si	1.0526	4.4812	10.217	-0.0429	0.071	0.1885
Si	6.4053	4.414	10.2162	-0.0069	0.2826	0.2715
Si	4.1794	6.6176	10.2127	0.1403	-0.1254	0.2919
Si	9.8547	6.7582	10.063	0.1356	-0.2223	0.2819
Si	1.0979	9.9474	10.3668	-0.0705	-0.0292	0.0569
Si	6.3546	9.8998	10.3479	0.0185	0.1266	0.0879
O	-0.0477	0.1196	10.9116	-0.0113	-0.0038	-0.4717
O	5.334	5.5605	10.8511	0.0833	-0.088	-0.6838
O	5.3178	0.1337	10.9997	0.0851	-0.1483	-0.5257
O	0.0346	5.7021	10.746	-0.2064	-0.0529	-0.6738
O	9.3117	7.7587	11.2543	-0.0599	0.0592	-0.0705
O	3.4992	1.9569	11.8794	0.116	-0.1221	-0.2521
O	6.8842	8.9277	11.5894	-0.095	0.1255	-0.1015
O	3.2431	7.1228	11.4748	0.0862	0.0015	-0.1413
O	9.1773	2.0582	11.6969	0.0697	-0.083	-0.1973
O	6.9182	3.5039	11.5027	-0.0646	0.0024	-0.2014
O	1.8609	9.3747	11.7375	-0.1281	0.1068	-0.2273
O	1.6887	3.8554	11.592	-0.0096	0	-0.1178
O	2.8331	0.647	24.4151	-0.0251	0.0095	-0.0751
O	7.1161	7.4696	24.7692	0.0471	-0.0363	-0.0298
O	-1.5058	1.3612	26.1906	0.156	-0.11	0.4708
O	4.9071	0.8746	25.9846	-0.1214	0.0524	0.0439
O	6.5919	-1.2684	26.0848	0.0563	-0.0976	0.2407
O	5.4184	5.4665	25.2611	-0.1774	0.0304	0.143
O	7.5368	3.2494	25.8054	-0.065	-0.0062	0.1664
O	8.9884	8.5808	26.474	0.1298	0.2403	0.4266
Si	3.0975	3.814	20.4098	0.0131	-0.0346	-0.0665
Si	6.104	1.7211	23.0015	-0.1307	-0.1839	-0.21
Si	9.5167	9.9224	14.5445	0.0532	-0.0845	0.3434
Si	4.4581	7.8881	14.8291	0.007	-0.0964	0.1944
Si	1.6215	-0.3891	24.1636	-0.0816	0.034	-0.0632
Si	6.8005	6.8325	18.317	0.1091	0.0898	-0.0254
Si	5.342	9.8916	22.5188	-0.0078	-0.0111	-0.1664
Si	0.2325	4.3046	21.4471	-0.0519	0.0177	-0.1435
Si	10.8546	3.4388	17.2166	-0.0876	0.0507	-0.0075
Si	4.1968	4.7429	14.7798	0.2812	0.0833	0.2695
Si	6.9963	9.1091	16.3275	0.0208	-0.0685	0.0223
Si	8.1046	4.1075	17.6503	-0.0523	-0.0415	-0.1133
Si	2.6184	11.8083	16.9172	-0.0702	-0.0081	0.0183
Si	4.9085	-0.4746	18.0863	0.0097	-0.0503	0.0294
Si	11.5204	1.4329	14.8179	-0.0327	-0.0739	0.3324
Si	4.111	6.2828	22.0393	-0.2467	0.0808	-0.2095
Si	4.0022	7.6076	19.13	0.0205	0.0748	-0.0701
Si	8.2279	8.3619	12.3036	0.1088	-0.1473	0.1321
Si	0.9446	-0.8118	18.6091	-0.0797	-0.0595	0.0435
Si	8.7494	5.7722	13.7653	-0.0142	-0.0678	0.4141
Si	14.2506	8.0768	24.2851	0.1345	-0.1016	-0.1698
Si	9.2659	10.5584	19.9238	0.0853	-0.0429	-0.0461
Si	2.889	3.9437	17.4291	-0.0576	-0.0494	-0.0023
Si	10.1587	6.9948	22.2574	0.0944	0.0091	-0.2313
Si	10.8173	4.8751	24.2478	0.026	0.0252	-0.0433
Si	4.6228	1.164	20.6466	-0.0079	0.0507	-0.1363
Si	8.0384	3.6054	24.2937	0.1578	-0.1771	-0.0221
Si	6.3984	6.1315	24.1359	-0.1077	-0.0508	-0.0778
Si	7.1113	3.6173	15.0462	-0.092	0.1237	0.1802
Si	-1.5501	2.5675	19.6972	0.0185	0.0619	-0.0469
Si	3.8666	12.6636	25.058	0.1376	-0.0244	-0.0984
Si	7.5937	8.2651	20.9049	0.0299	0.0425	-0.2665
Si	2.4519	2.9462	12.7004	-0.0572	0.0853	-0.0052
Si	2.1304	7.766	16.9861	-0.1146	-0.0193	0.007
Si	2.5871	8.1538	12.5539	0.0149	-0.0602	0.0611
Si	0.599	9.6373	21.5219	-0.2196	-0.0573	-0.2229
Si	8.2314	3.1735	12.4122	-0.0554	0.0712	0.1191
Si	0.3786	7.3233	14.6722	-0.1461	0.0272	0.2582
O	4.5831	17.2339	14.4062	-0.0631	-0.0422	-0.0611
O	14.4931	4.8704	16.2792	-0.0177	-0.0202	-0.0531
O	9.6549	3.7205	24.3248	-0.098	-0.0308	0.0239
O	7.2492	7.0468	19.8733	0.0067	0.068	0.1371
O	7.1488	5.378	17.7559	-0.0347	0.0191	-0.0081
O	5.0372	0.781	19.1186	0.0339	0.0084	0.0788
O	7.9107	7.101	13.3006	-0.0447	0.0922	-0.1616
O	1.7341	0.5717	15.5891	0.0136	0.0082	-0.0911
O	-0.4363	2.4594	18.4903	0.0463	-0.0405	0.0156
O	0.3868	8.125	22.0868	0.0305	0.0001	0.0478
O	8.991	4.6248	12.6144	0.0425	-0.0822	-0.0992
O	1.29	4.2487	17.498	0.0306	-0.0223	0.0053
O	5.9039	8.5554	15.2225	-0.0975	-0.0059	-0.0813
O	1.3497	10.6129	22.5641	0.0485	0.0564	0.2262
O	3.2021	3.9822	13.731	-0.1508	-0.115	-0.2006
O	7.5271	5.0395	23.7593	-0.0506	0.0982	-0.0729
O	1.3959	9.583	20.0902	0.0014	0.0067	0.1258
O	7.7249	2.6347	13.8851	0.1199	-0.0313	-0.2928
O	1.9761	8.9884	24.4848	-0.0772	0.0419	0.0735
O	10.6211	8.7777	14.901	-0.0017	0.0256	-0.0913
O	-0.4882	5.7642	21.2065	0.0222	0.0308	0.0325
O	10.0859	10.3359	21.3077	0.0651	-0.0094	0.0191
O	5.8507	1.9408	21.3958	0.0499	0.0225	0.1923
O	4.8303	2.3478	23.8589	-0.0719	0.0486	0.1448
O	8.071	-1.4619	19.9111	-0.017	-0.0293	0.0867
O	11.7314	4.2779	22.997	-0.0502	0.0386	0.0789
O	8.1729	3.5087	19.1604	0.058	-0.0579	0.0506
O	-0.866	3.1485	21.0656	-0.0132	0.0006	0.0214
O	7.8179	5.0907	14.9148	0.0741	0.0427	-0.1307
O	-1.3227	4.5015	17.1348	0.0556	-0.0387	0.0418
O	5.5184	3.7958	14.8363	-0.0553	-0.0438	-0.0691
O	3.3704	2.2177	20.6559	-0.0328	0.023	0.0507
O	0.3615	-0.0253	25.1134	-0.1567	-0.0298	0.1567
O	3.1205	2.4045	16.9634	0.0234	0.0194	-0.0147
O	3.0655	6.817	23.2134	0.057	0.1174	0.1405
O	13.5454	7.1093	18.4134	0.0525	0.0364	0.0089
O	1.4626	7.3841	13.4583	0.1047	-0.0017	-0.176
O	3.5748	4.2128	18.8904	-0.0116	-0.042	0.027
O	3.7918	8.6701	13.5464	-0.0734	0.0871	-0.1568
O	10.202	6.1921	14.3514	-0.0053	-0.023	-0.1607
O	3.9181	-0.0846	16.8581	-0.0241	0.0347	-0.0657
O	10.2419	6.3615	23.7755	0.0236	-0.0706	0.0756
O	7.527	2.4181	23.3132	0.0918	0.1285	0.1546
O	7.4411	3.0665	16.5539	0.0251	0.045	-0.0509
O	5.5804	6.3741	22.7389	0.3371	-0.0037	0.2189
O	10.9664	2.6082	15.8152	0.0249	0.0102	-0.0477
O	8.2712	9.8312	15.6107	0.0253	0.0161	-0.0358
O	10.2561	11.3771	14.5192	0.0104	0.0265	-0.1521
O	10.2591	10.336	18.6381	0.035	0.0201	0.0018
O	1.3082	9.1055	17.4097	0.0211	-0.0171	-0.0161
O	6.2228	11.0411	23.2821	0.0571	0.055	0.1025
O	6.3273	8.8669	21.724	0.0103	-0.0109	0.0579
O	1.5012	4.09	20.4765	0.0439	0.009	-0.0077
O	8.9018	9.6265	13.0692	-0.0256	0.0222	-0.1793
O	3.464	8.0818	16.1114	0.0455	0.0434	-0.1163
O	3.8375	4.7533	21.5304	0.0191	0.03	0.0992
O	7.502	7.8747	17.2727	-0.0152	0.0042	-0.0291
O	8.6935	1.1258	19.9519	0.0051	0.0395	0.0093
O	1.1146	6.8794	16.0686	0.0177	0.0504	-0.0753
O	4.2636	9.2135	18.9248	0.0372	-0.0636	0.0519
O	1.2984	2.0847	13.5009	0.0719	0.0518	-0.1806
O	4.343	-0.2248	21.4883	-0.0328	-0.0626	0.093
O	4.4678	9.0385	23.5954	-0.0572	-0.1297	0.1722
O	5.1849	6.8756	18.2985	-0.0843	0.0013	0.0169
O	3.9851	7.2586	20.7222	0.0234	-0.0755	0.1381
O	1.7477	0.5703	18.2765	-0.0237	0.0193	0.0099
O	6.3314	-0.7578	17.3651	0.0062	0.0089	0.0106
O	8.7183	7.695	21.9398	-0.0065	-0.0647	0.1353

Results
free energy: -155576.781 eV
free energy less fixed offsets of O -568.88, Si -635.61 eV per atom: -4.081 eV

The program warned: the cutoff lies below the one the program advises for these potential files; the forces do not sum to zero within the program's tolerance; the exchange-correlation potential is rough where the density is thin.
